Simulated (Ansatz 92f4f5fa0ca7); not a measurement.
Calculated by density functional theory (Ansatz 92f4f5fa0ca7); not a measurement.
Periodic cell of 225 atoms, Si133O90H2, from a study of silicon, its oxide and their interface. The atomic structure is a simulated model.

Settings
functional: PBE
potential files: Ansatz PAW
basis: plane waves
wave-function cutoff: 700 eV
density cutoff ratio: 5
exchange-correlation grid ratio: 1
k mesh: 2 x 2 x 1, shifted by 0.5 0.5 0.5 of a step
self-consistency stop: 5e-08 eV per atom in the density residual
occupations: fixed
spin: none
net charge: 0

Cell vectors (angstrom)
a	10.938	0	0
b	0	10.938	0
c	0	0	32.301

Atoms: element, x, y, z (angstrom)
Si	0.3782	-0.394	24.8693
Si	5.2133	0.2133	24.7538
Si	2.8634	2.3655	24.7263
Si	7.8391	2.857	24.7404
Si	-0.2777	5.6921	24.9241
Si	5.6942	5.1919	24.8501
Si	2.584	8.2497	24.8445
Si	8.3331	7.7725	24.9758
Si	1.4156	1.2419	26.1941
Si	6.7467	1.3459	26.1566
Si	4.0251	4.0211	26.0376
Si	9.5304	3.972	26.0665
Si	1.3315	6.8046	26.2229
Si	6.8286	6.6517	26.3187
Si	4.1468	9.4987	26.0963
Si	9.5457	9.5067	26.0803
Si	2.8071	-0.0768	27.5418
Si	8.205	-0.0122	27.4677
Si	0.0226	2.6883	27.4761
Si	5.4264	2.7529	27.5133
Si	2.7453	5.4257	27.4928
Si	8.2757	5.3468	27.5738
Si	-0.0159	8.2227	27.5429
Si	5.4999	8.1743	27.5216
Si	4.1018	1.3673	28.8827
Si	9.5708	1.3673	28.8827
Si	1.3673	4.1018	28.8827
Si	6.8362	4.1018	28.8827
Si	4.1018	6.8362	28.8827
Si	9.5708	6.8362	28.8827
Si	1.3673	9.5708	28.8827
Si	6.8362	9.5708	28.8827
Si	0	0	30.25
Si	5.469	0	30.25
Si	2.7345	2.7345	30.25
Si	8.2035	2.7345	30.25
Si	0	5.469	30.25
Si	5.469	5.469	30.25
Si	2.7345	8.2035	30.25
Si	8.2035	8.2035	30.25
Si	1.3673	1.3673	31.6172
Si	6.8362	1.3673	31.6172
Si	4.1018	4.1018	31.6172
Si	9.5708	4.1018	31.6172
Si	1.3673	6.8362	31.6172
Si	6.8362	6.8362	31.6172
Si	4.1018	9.5708	31.6172
Si	9.5708	9.5708	31.6172
Si	2.7345	0	0.6835
Si	8.2035	0	0.6835
Si	0	2.7345	0.6835
Si	5.469	2.7345	0.6835
Si	2.7345	5.469	0.6835
Si	8.2035	5.469	0.6835
Si	0	8.2035	0.6835
Si	5.469	8.2035	0.6835
Si	4.1018	1.3673	2.0507
Si	9.5708	1.3673	2.0507
Si	1.3673	4.1018	2.0507
Si	6.8362	4.1018	2.0507
Si	4.1018	6.8362	2.0507
Si	9.5708	6.8362	2.0507
Si	1.3673	9.5708	2.0507
Si	6.8362	9.5708	2.0507
Si	0	0	3.418
Si	5.469	0	3.418
Si	2.7345	2.7345	3.418
Si	8.2035	2.7345	3.418
Si	0	5.469	3.418
Si	5.469	5.469	3.418
Si	2.7345	8.2035	3.418
Si	8.2035	8.2035	3.418
Si	1.3249	1.4444	4.7191
Si	6.8569	1.3759	4.8239
Si	4.0741	4.1192	4.8191
Si	9.5763	4.1185	4.7897
Si	1.3613	6.8385	4.8556
Si	6.7605	6.9345	4.6972
Si	4.0846	9.5921	4.7769
Si	9.5444	9.6197	4.7878
Si	2.7349	0.1255	6.0107
Si	8.2563	0.0788	6.2588
Si	0.047	2.7924	6.195
Si	5.518	2.7833	6.1641
Si	2.7147	5.4645	6.3068
Si	8.1552	5.5907	5.9539
Si	-0.012	8.2922	6.1594
Si	5.4907	8.2989	6.1749
Si	3.9855	1.5316	7.4288
Si	9.8747	1.2736	7.5955
Si	1.6832	3.7248	7.6569
Si	6.6562	4.4953	7.3388
Si	4.3915	6.6735	7.4673
Si	9.2532	7.1136	7.3239
Si	1.1515	9.9963	7.3277
Si	7.1039	9.4073	7.5569
O	9.5179	6.7707	24.3688
O	4.0522	1.2965	24.2128
O	8.1714	8.205	7.9518
O	2.8984	2.6523	7.9385
O	6.8145	4.0901	24.3446
O	1.4677	9.3836	24.4307
O	5.5104	5.5429	7.9383
O	0.0534	0.1082	8.0196
O	7.6168	4.0544	8.5844
O	6.565	10.0261	9.003
O	9.8526	6.2032	8.5707
O	2.1755	9.4549	8.4954
O	4.5658	0.7743	8.7788
O	1.0712	3.8554	9.1891
O	9.4132	2.0904	8.9801
O	3.8864	7.3817	8.8998
O	7.2568	8.1745	23.7722
O	8.1307	2.0757	23.3086
O	5.1961	5.9174	23.4665
O	1.971	2.899	23.423
O	10.9777	0.2585	23.3896
O	0.5652	5.1343	23.6281
O	3.1874	7.636	23.4324
O	6.0178	10.5246	23.4368
Si	6.1545	-2.8264	20.4445
Si	4.1674	6.7137	22.5027
Si	-6.7074	15.2643	11.7725
Si	5.6582	1.6338	12.287
Si	5.9284	0.4617	9.6271
Si	-1.1076	-0.6213	16.3234
Si	-0.0148	-0.4499	13.4016
Si	-1.935	2.2653	21.9296
Si	5.4604	4.9993	14.2954
Si	2.8495	3.4513	18.5562
Si	2.1674	-2.2838	12.4264
Si	2.0618	5.4857	20.648
Si	8.079	2.8604	9.5718
Si	0.1227	8.0358	20.4472
Si	12.8523	3.1958	15.885
Si	3.8484	-3.3342	14.6614
Si	-1.359	5.6356	13.9821
Si	-2.8838	14.4749	19.2544
Si	5.7827	3.5196	17.181
Si	8.5687	6.4891	19.3998
Si	-3.7421	-1.4009	22.8764
Si	-1.4399	7.1795	16.4961
Si	7.6428	1.2252	17.5296
Si	3.0265	0.8425	20.2118
Si	12.131	4.2357	10.7794
Si	5.4325	10.4875	18.7738
Si	10.044	10.5414	22.2213
Si	-0.6768	-3.0123	12.2103
Si	1.1682	-0.9558	18.2984
Si	2.5199	8.15	9.3815
Si	-3.1474	3.6669	12.6209
Si	-0.1261	6.6568	9.7924
Si	0.7841	3.7972	22.7209
Si	-7.4822	1.3229	14.3105
Si	12.1149	6.096	15.509
Si	0.8881	2.2324	13.1882
Si	3.5836	-0.9728	16.3825
O	2.2555	-1.4445	17.193
O	-1.9963	-6.0396	19.3982
O	4.6376	-0.2373	17.3684
O	-2.0902	6.1839	15.3551
O	0.661	3.2304	11.9331
O	1.2764	-4.0161	20.7825
O	1.32	7.0709	9.1621
O	-6.0763	2.8337	11.4873
O	9.2994	-4.1521	12.8514
O	5.0863	-4.3756	14.5533
O	2.4106	1.6328	13.0908
O	4.1707	4.434	13.425
O	-4.0261	0.2326	18.6193
O	3.3319	2.5674	15.362
O	4.3565	8.6866	15.7546
O	5.7833	4.3758	15.7772
O	2.3636	7.1187	15.1312
O	8.7038	-0.8341	23.0342
O	-5.7564	16.4107	11.1116
O	1.9996	4.8074	16.0228
O	6.6774	4.0376	18.4852
O	1.1707	4.263	21.2248
O	4.2772	3.536	17.7775
O	6.9295	1.7247	9.4766
O	0.9088	-3.327	12.5589
O	-0.6438	3.0766	22.4912
O	6.4494	2.0701	16.7732
O	-0.8262	7.9069	10.5824
O	-8.4745	4.955	19.1393
O	20.5764	7.2662	20.3388
O	5.6923	0.3542	11.2487
O	8.6699	6.9802	17.8635
O	-2.8985	2.9712	20.8051
O	9.1177	4.1386	13.4801
O	-9.184	2.8006	17.4805
O	-0.2276	12.0146	12.8836
O	-1.0701	-1.5173	12.7516
O	0.5966	-2.28	19.035
O	2.9773	2.4237	19.8083
O	1.8747	10.987	19.355
O	2.6719	8.7033	10.8857
O	3.5363	-2.666	13.207
O	5.5922	8.8928	19.1229
O	-11.0779	-0.2855	17.5927
O	8.5269	0.361	16.4645
O	4.9433	7.6407	21.4152
O	2.7507	4.5484	11.1251
O	-4.2221	4.7564	13.2547
O	-6.3966	11.2	19.9416
O	-0.2031	10.5876	15.006
O	6.999	9.2223	21.2963
O	0.2477	-5.359	14.2681
O	8.6158	13.2431	18.3165
O	8.2442	3.5994	11.0321
O	7.1291	2.1712	12.8162
O	-0.1233	-1.6492	21.4963
O	1.5077	-0.8958	12.971
O	0.1601	6.7796	16.6043
O	0.1479	5.4859	10.8862
O	0.7669	2.7694	14.7658
O	7.0808	6.843	19.9875
O	3.3614	5.6142	21.6209
O	-1.5985	8.7666	16.1699
O	3.1061	-0.0041	15.172
O	-1.3759	0.852	21.2722
O	-6.0147	1.1622	13.6572
H	2.7333	0.696	21.6427
H	-6.1267	16.9497	10.3916

Results
free energy: -135784.928 eV
free energy less fixed offsets of H -17.10, O -569.03, Si -635.61 eV per atom: -1.898 eV

Forces (eV/angstrom), in the order of the atoms: element, x, y, z
Si	0.0408	-0.0008	-0.0402
Si	0.0098	0.0133	-0.0071
Si	-0.0065	-0.0186	-0.0297
Si	-0.0216	0.0008	-0.0143
Si	0.0104	0.019	-0.0057
Si	0.0348	0.0132	-0.0345
Si	-0.0208	0.0019	-0.0172
Si	-0.0075	-0.0285	-0.015
Si	-0.0084	0.0371	-0.0018
Si	0.0132	-0.0061	-0.0021
Si	0.0069	-0.0012	0.0258
Si	-0.0142	0.022	0.0067
Si	0.0224	0.0028	-0.019
Si	-0.0129	0.0264	-0.013
Si	0.0051	0.034	0.0146
Si	0.0115	-0.0058	0.0307
Si	0.0078	-0.0042	-0.0086
Si	0.0112	-0.0114	0.0034
Si	-0.0098	0.0081	0.0052
Si	0.0045	-0.0057	-0.0088
Si	0.0095	-0.0115	0.0098
Si	0.0112	-0.0115	-0.0048
Si	0.0041	-0.0017	-0.008
Si	-0.016	0.0119	0.0016
Si	0.0621	-0.063	0.1534
Si	-0.0397	-0.1038	-0.2893
Si	-0.0464	-0.1898	-0.2074
Si	-0.1578	-0.3488	0.3305
Si	-0.077	-0.1183	-0.1634
Si	0.1096	-0.178	0.1529
Si	0.0509	-0.0346	0.2315
Si	0.1416	0.0197	-0.1362
Si	0.0504	-0.0014	-0.023
Si	0.0135	0.1069	-0.0009
Si	-0.0677	-0.105	-0.0083
Si	-0.1984	-0.067	0.0092
Si	-0.0209	0.1004	0.0022
Si	0.055	0.0146	-0.0189
Si	-0.1508	-0.0524	-0.0024
Si	-0.0445	-0.0459	-0.0198
Si	-0.0304	0.0487	0.0193
Si	0.1238	-0.0733	0.0161
Si	-0.0073	0.031	-0.0026
Si	0.0401	-0.026	-0.0232
Si	0.0857	-0.0633	0.0073
Si	-0.0311	0.0241	0.014
Si	0.0365	-0.0402	-0.0251
Si	0.0155	-0.0035	0.0017
Si	0.0059	-0.019	-0.0051
Si	-0.1041	0.0475	-0.0043
Si	-0.0279	0.0052	0.0222
Si	-0.0057	-0.0251	-0.0143
Si	-0.0845	0.0714	-0.0134
Si	-0.0056	0.0133	-0.0035
Si	-0.0011	-0.0167	-0.0137
Si	-0.0139	0.0269	0.0215
Si	0.0324	0.0541	0.0495
Si	0.0273	-0.0357	-0.0469
Si	0.1547	0.0607	-0.0357
Si	0.0105	0.0142	0.0665
Si	-0.0362	-0.1183	-0.0422
Si	0.0338	0.0426	0.0619
Si	-0.0341	-0.0092	0.0544
Si	0.1466	0.0332	-0.0516
Si	-0.1753	0.1181	-0.199
Si	0.1969	0.0931	0.1776
Si	0.0744	0.4484	-0.3069
Si	0.135	-0.0998	0.163
Si	0.1973	0.1177	0.2013
Si	-0.4489	0.0321	-0.1173
Si	-0.0424	-0.2411	0.2637
Si	0.0358	0.514	-0.3615
Si	-0.0129	0.013	0.0031
Si	0.0037	-0.0047	-0.0224
Si	-0.0226	0.0163	0.0102
Si	0.0105	-0.0106	0.0091
Si	0.0114	-0.0114	-0.0107
Si	-0.0227	0.0128	0.0122
Si	0.0081	-0.0095	-0.0027
Si	-0.0133	0.0144	0.004
Si	0.0165	-0.0141	0.0075
Si	0.0052	0.0027	0.0049
Si	-0.0073	-0.0126	-0.0001
Si	-0.0021	-0.009	-0.0197
Si	-0.0077	-0.0131	-0.0141
Si	0.0118	-0.0196	0.0023
Si	-0.0094	0.0013	-0.0175
Si	0.0109	-0.0087	0.0094
Si	-0.0272	-0.0015	0.0441
Si	0.0158	0.0078	0.0067
Si	0.0078	-0.0362	0.022
Si	0.0055	0.0343	0.0444
Si	0.0065	0.0051	0.0229
Si	-0.0383	-0.0103	0.0328
Si	0.0106	0.0251	0.0541
Si	0.0014	-0.0169	0.0168
O	-0.0041	-0.0097	-0.0354
O	-0.0061	-0.0073	-0.0304
O	0.003	0.0111	0.0296
O	0.0109	0.0004	0.0228
O	-0.004	-0.0062	-0.0296
O	0.0002	-0.0131	-0.0281
O	0.0078	-0.004	0.031
O	0.0059	-0.0058	0.0293
O	-0.0144	-0.0135	-0.0044
O	-0.0006	0.0089	-0.0044
O	0.0099	0.0274	0.0052
O	-0.0323	-0.0243	-0.0093
O	0.0069	0.0172	-0.0161
O	0.0114	0.0106	-0.0039
O	-0.0024	-0.0032	-0.0052
O	-0.0113	0.0004	-0.0024
O	0.0173	0.0256	-0.0131
O	0.0007	0.0211	-0.0078
O	-0.009	-0.0012	0.0146
O	0.0094	0.0071	0.0081
O	-0.0138	-0.0202	-0.0012
O	-0.0185	-0.031	-0.0118
O	0.0109	-0.0068	0.0034
O	-0.0048	-0.0087	-0.0014
Si	-0.0043	0.004	0.0017
Si	-0.0051	0.0034	-0.0056
Si	-0.0003	0.0111	0.0022
Si	0.0021	-0.0088	0.0023
Si	0.0108	0.0036	-0.0057
Si	-0.0038	0.0026	-0.0001
Si	0.004	0.0061	0.0093
Si	0.0023	0.0004	0.0035
Si	0.0009	0.0045	0.0024
Si	-0.0023	0.0046	-0.0066
Si	0.012	0.0019	-0.0078
Si	0.0001	-0.0044	-0.0019
Si	-0.0054	-0.0053	-0.0025
Si	0.005	0.0039	-0.0003
Si	-0.0015	-0.0023	0.0032
Si	0.0068	0.004	0.0015
Si	-0.0022	-0.0045	0.0022
Si	0.0003	-0.0035	0.0021
Si	-0.0012	0.0013	-0.0048
Si	-0.0035	0.0031	-0.0005
Si	0.0168	-0.0007	0.0094
Si	-0.0014	-0.0006	-0.0015
Si	0.0005	-0.0014	-0.0055
Si	-0.0025	0.0024	-0.0011
Si	-0.0039	0.0072	0.0021
Si	0.0042	0.0007	-0.0033
Si	-0.0067	-0.0012	0.0115
Si	-0.0028	0.0017	-0.009
Si	-0.0094	-0.0041	-0.0054
Si	-0.0039	-0.0056	-0.0113
Si	0.0054	0.0011	-0.0026
Si	0.012	0.0044	-0.0104
Si	-0.0165	0.0061	0.0045
Si	0.0001	0.0023	0.0059
Si	0.0021	0.0024	0.0038
Si	-0.0066	0.0049	0.0043
Si	0.0033	-0.0027	-0.002
O	0.0062	0.0234	0.0072
O	-0.0148	0.0096	-0.0001
O	-0.0079	-0.0199	0.0123
O	0.0307	0.0098	-0.0006
O	0.0194	-0.0008	0.0005
O	-0.0127	-0.0088	0.0016
O	-0.0111	0.0151	0.0329
O	0.0118	0.0016	0.0248
O	0.023	0.0019	0.0113
O	-0.0051	-0.0077	-0.0099
O	-0.0113	-0.0016	0.0178
O	0.0097	0.0059	-0.0261
O	-0.015	0.0084	-0.0204
O	-0.0254	-0.0075	-0.0084
O	-0.0272	0.0146	-0.0067
O	-0.0038	-0.006	-0.0024
O	-0.0086	0.0015	0.0104
O	0.0017	0.003	-0.0367
O	-0.0439	0.0052	-0.0424
O	-0.0082	-0.0123	-0.0137
O	0.0101	-0.0139	-0.0061
O	0.0145	0.0268	0.0159
O	-0.0187	0.0044	0.0043
O	-0.008	-0.0071	0.0066
O	-0.0233	0.0144	-0.0156
O	0.0042	-0.0052	-0.003
O	0.0224	0.0083	0.0292
O	0.0177	-0.0232	0.0259
O	0.0109	-0.0204	0.0066
O	0.0131	0	-0.018
O	-0.0042	0.0226	0.0022
O	0.0078	-0.0098	0.0147
O	0.0139	-0.0132	-0.0025
O	0.017	0.0159	-0.0048
O	0.03	-0.0021	0.0138
O	0.0178	-0.0155	0.0131
O	0.0356	-0.0089	0.0001
O	0.002	0.0129	0.0207
O	0.0037	-0.0116	-0.021
O	0.0076	-0.0065	-0.0087
O	-0.0201	-0.0148	-0.0048
O	0.0001	0.0012	0.0206
O	0.0076	0.0181	0.0188
O	0.0137	-0.0152	-0.0072
O	0.0071	-0.0067	0.0207
O	0.015	-0.006	-0.0012
O	0.0029	-0.0108	0.0029
O	-0.0218	-0.0102	0.0112
O	-0.0088	-0.0029	-0.0199
O	-0.0076	-0.0088	-0.0154
O	-0.0163	-0.0208	0.0071
O	-0.0185	0.0209	0.0163
O	-0.0323	-0.0027	0.0029
O	-0.0023	-0.0041	0.0025
O	-0.0229	0.0114	-0.0048
O	-0.0089	-0.0009	-0.0047
O	-0.0224	-0.0004	-0.0012
O	-0.0171	-0.0026	-0.0291
O	0.0062	0.0139	-0.0192
O	0.0272	-0.0066	-0.0069
O	0.0043	0.0185	0.0023
O	-0.0108	0.0113	-0.0037
O	0.0102	0.0103	0.0072
O	0.0184	0.0003	0.0106
O	-0.0029	0.0158	0.0276
O	-0.0202	0.008	-0.0152
H	0.0029	0.0029	-0.0085
H	0.0275	-0.0291	0.0499

The program warned: the cutoff lies below the one the program advises for these potential files; the forces do not sum to zero within the program's tolerance; the exchange-correlation potential is rough where the density is thin.
